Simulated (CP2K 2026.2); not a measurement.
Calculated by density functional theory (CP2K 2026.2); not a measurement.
Periodic cell of 525 atoms, Si368O157, from a study of silicon, its oxide and their interface. The atomic structure is a simulated model.
Doubt: the forces sum to 2.40 eV/angstrom along one axis rather than to zero, so they err by at least 0.0046 eV/angstrom per atom on average; the grid cutoff is modest.

Settings: functional PBE; method Gaussian and plane waves; basis set DZVP-MOLOPT-SR-GTH; pseudopotentials GTH-PBE; grid cutoff 350 Ry, relative cutoff 50 Ry; k points Gamma only; occupations fixed; spin none; net charge 0.

Cell vectors (angstrom)
a	15.3871	0	0
b	0	15.3871	0
c	5.2182	4.0351	39.1798

Atoms and the computed forces on them: element, x, y, z (angstrom), force x, y, z (eV/angstrom)
Si	16.604	4.023	30.95	0.139	-0.036	0.652
Si	16.058	7.011	30.472	0.028	0.074	0.162
Si	16.558	12.168	31.155	0.171	-0.04	0.636
Si	17.34	15.624	33.099	-0.053	-0.023	0.022
Si	4.416	4.035	33.143	-0.143	0.031	0.729
Si	5.435	7.877	31.043	-0.293	-0.044	0.621
Si	5.418	10.997	30.299	-0.018	-0.007	0.202
Si	5.958	15.983	30.472	-0.039	0.086	0.17
Si	8.929	3.741	31.205	0.294	0.107	0.671
Si	8.473	8.038	31.077	0.342	-0.27	0.469
Si	8.378	11.089	30.391	0.097	0.106	0.112
Si	8.934	15.991	31.166	0.237	-0.117	0.719
Si	13.43	3.492	30.993	-0.33	0.226	0.617
Si	13.305	7.949	31.088	-0.391	-0.059	0.455
Si	13.712	10.946	30.59	-0.114	-0.089	0.043
Si	13.153	15.792	31.147	-0.248	0.003	0.657
Si	5.969	3.734	30.465	-0.135	0.004	0.152
Si	4.462	7.875	33.156	0.006	-0.028	0.057
Si	19.764	11.745	33.181	-0.198	-0.035	0.722
Si	19.757	15.615	33.151	-0.188	-0.016	0.73
Si	9.201	17.519	34.5	-0.048	0.006	0.018
Si	9.696	7.818	33.078	-0.004	0.015	0.085
Si	9.647	11.786	33.085	0.249	-0.094	0.582
Si	9.774	15.6	33.271	0.018	0.041	0.049
Si	12.316	3.995	33.083	-0.006	-0.061	-0.002
Si	12.13	7.833	33.101	-0.044	-0.001	0.082
Si	12.758	13.593	34.342	0.056	-0.043	-0.051
Si	12.179	15.584	33.245	0.006	0.027	0.022
Si	17.412	4.037	33.153	-0.015	-0.035	0.027
Si	17.438	7.897	33.086	0.159	-0.009	0.6
Si	17.351	11.808	33.286	0.017	0.018	0.072
Si	4.395	15.295	28.154	-0.048	0.034	-0.002
Si	5.067	5.95	34.373	0.066	-0.003	-0.064
Si	5.033	9.81	34.387	0.035	-0.006	-0.092
Si	5.042	13.683	34.36	0.039	-0.002	-0.087
Si	5.064	17.514	34.388	0.034	-0.027	-0.096
Si	9.176	5.951	34.415	-0.037	0.001	-0.068
Si	9.103	9.795	34.299	-0.048	-0.012	-0.067
Si	9.118	13.657	34.415	-0.059	-0.044	-0.034
Si	9.87	4.026	33.258	0.081	-0.008	0.077
Si	12.782	5.936	34.361	0.005	0.002	-0.079
Si	12.705	9.786	34.337	0.047	0.004	-0.076
Si	12.073	11.688	33.051	-0.134	0.041	0.617
Si	12.774	17.51	34.464	0.025	0.015	0.003
Si	16.826	5.982	34.358	-0.044	0.029	-0.054
Si	16.782	9.799	34.362	-0.05	0.008	-0.053
Si	16.806	13.745	34.465	-0.038	0.008	0.005
Si	16.813	17.516	34.394	-0.065	0.018	-0.047
Si	18.637	5.969	35.869	0.006	-0.021	-0.034
Si	18.601	9.804	35.871	-0.016	0.009	-0.034
Si	18.647	13.7	35.907	-0.038	-0.007	-0.042
Si	18.636	17.512	35.886	-0.036	0.005	-0.041
Si	7.108	5.955	35.603	-0.004	-0.02	0.02
Si	7.089	9.801	35.582	0.003	0.008	0.001
Si	7.073	13.672	35.615	-0.015	0.014	-0.002
Si	7.107	17.514	35.629	0.003	0.002	0.018
Si	10.987	5.956	35.892	0.008	-0.001	-0.042
Si	10.902	9.815	35.836	-0.001	0.023	-0.011
Si	10.96	13.62	35.872	0.007	-0.018	-0.022
Si	10.99	17.517	35.984	0.008	-0.023	-0.081
Si	14.803	5.973	35.606	0.001	0.004	0.007
Si	14.747	9.797	35.588	-0.009	-0.002	0.005
Si	14.76	13.658	35.636	-0.006	0.034	-0.001
Si	14.807	17.505	35.655	-0.02	-0.006	0.008
Si	18.631	4.052	37.199	0.003	0.001	0.035
Si	18.633	7.888	37.198	0.004	-0.006	0.028
Si	18.622	11.74	37.185	0.005	0.007	0.03
Si	18.655	15.606	37.231	0.024	-0.002	0.036
Si	7.1	4.047	37.02	0.002	-0.001	0.002
Si	7.1	7.886	36.996	0.003	0.004	-0.015
Si	7.088	11.727	36.988	0.001	0.011	0.01
Si	7.1	15.586	37.019	0.018	-0.004	0.001
Si	10.963	4.065	37.255	-0.009	-0.003	0.031
Si	10.952	7.897	37.181	-0.008	0.036	0.006
Si	10.936	11.712	37.196	-0.002	-0.017	0.042
Si	10.971	15.546	37.216	0.002	-0.011	0.014
Si	14.8	4.055	37.023	-0.013	-0.001	0.012
Si	14.782	7.89	37.007	0.001	0.012	0.012
Si	14.778	11.719	37.003	0.004	-0.012	0.01
Si	14.782	15.577	37.038	0.007	-0.016	0.017
Si	5.216	4.049	38.464	-0.002	0.002	0.011
Si	5.22	7.89	38.455	0.013	-0.015	0.012
Si	5.211	11.729	38.448	0.002	0.002	-0.001
Si	5.235	15.594	38.484	-0.017	0.008	0.006
Si	8.976	4.05	38.479	-0.013	-0.013	0.014
Si	8.982	7.884	38.449	-0.022	0.009	0.016
Si	8.964	11.729	38.452	0.002	-0.008	0.02
Si	8.988	15.569	38.46	-0.019	0	0.008
Si	12.934	4.055	38.496	0.013	-0.006	0.009
Si	12.908	7.896	38.466	0.029	0.012	0.013
Si	12.905	11.72	38.464	0.004	0.002	0.011
Si	12.919	15.572	38.5	0.025	0.005	-0.002
Si	16.673	4.047	38.478	-0.018	0.004	0.006
Si	16.664	7.889	38.463	-0.007	-0.004	0.006
Si	16.66	11.731	38.46	-0.019	-0.002	0.008
Si	16.674	15.578	38.476	-0.024	0.001	0.013
Si	15.323	1.941	11.551	0.035	-0.008	-0.005
Si	15.348	5.78	11.555	-0.002	0.018	-0.016
Si	15.354	9.606	11.595	0.012	-0.007	0.004
Si	15.411	13.441	11.623	-0.005	0.017	0.009
Si	3.767	1.921	11.568	-0.015	-0.026	-0.018
Si	3.771	5.751	11.588	0.002	0.017	0.003
Si	3.803	9.627	11.561	-0.007	-0.001	0.009
Si	3.807	13.487	11.666	0.006	0.012	0.017
Si	7.627	1.934	11.467	-0.013	0.017	-0.02
Si	7.623	5.756	11.485	0.013	0	-0.026
Si	7.625	9.646	11.496	0	-0.016	-0.007
Si	7.636	13.468	11.567	-0.01	0.004	-0.006
Si	11.511	1.92	11.466	0.014	0.003	-0.008
Si	11.504	5.77	11.468	-0.004	-0.019	-0.009
Si	11.544	9.625	11.499	-0.011	0.004	-0.015
Si	11.506	13.454	11.541	-0.004	0.002	-0.011
Si	13.383	2.005	12.882	-0.009	0.033	0.04
Si	13.396	5.806	12.865	0	0.025	0.011
Si	13.416	9.584	12.953	-0.004	0.015	-0.018
Si	13.439	13.393	12.894	-0.008	-0.034	0
Si	1.834	1.919	12.945	0.022	0.012	-0.004
Si	1.838	5.73	12.98	0.029	-0.001	0.009
Si	1.903	9.602	12.952	-0.012	-0.016	-0.011
Si	1.91	13.503	13.104	0.012	-0.009	0.009
Si	5.731	1.951	12.858	-0.01	0.006	0.024
Si	5.733	5.766	12.894	0.012	-0.034	0.02
Si	5.73	9.681	12.908	-0.01	0.02	-0.012
Si	5.762	13.494	13.021	0.032	0.021	-0.009
Si	9.569	1.87	12.762	-0.031	-0.023	0.021
Si	9.57	5.737	12.78	0.011	0.02	-0.012
Si	9.587	9.649	12.767	0.007	0.018	-0.024
Si	9.572	13.485	12.9	0.002	-0.001	0.004
Si	13.413	15.389	14.092	0.02	0.013	0.013
Si	13.334	3.958	14.28	-0.029	-0.045	-0.008
Si	13.348	7.647	14.327	0.02	0.024	-0.004
Si	13.448	11.489	14.333	0.01	0.048	-0.034
Si	17.252	15.508	14.469	0.003	-0.066	0.08
Si	17.115	3.786	14.365	-0.102	0.03	-0.022
Si	17.264	7.67	14.321	-0.032	0.038	-0.02
Si	1.981	11.48	14.379	0.01	-0.003	-0.01
Si	5.811	15.497	14.306	-0.056	-0.012	-0.004
Si	5.647	3.83	14.254	-0.036	-0.006	-0.033
Si	5.744	7.728	14.193	-0.018	-0.024	-0.01
Si	5.794	11.547	14.386	-0.025	0.017	0.01
Si	9.523	15.436	14.242	0.021	-0.016	-0.005
Si	9.57	3.77	14.071	-0.007	0.066	-0.035
Si	9.569	7.707	14.035	-0.064	-0.011	-0.074
Si	9.616	11.519	14.179	0.005	-0.016	-0.024
Si	15.136	15.584	15.651	0.156	0.594	-0.403
Si	15.158	3.809	15.783	0.043	-0.062	0.015
Si	15.399	5.726	17.094	0.016	-0.033	-0.045
Si	15.405	11.358	15.657	-0.011	0.058	0.007
Si	3.944	15.674	15.708	-0.146	0.591	-0.45
Si	4.094	2.14	17.165	0.011	-0.126	-0.035
Si	17.38	9.227	18.271	-0.051	0.219	-0.737
Si	3.912	11.375	15.807	0.004	0.059	0.006
Si	7.695	15.507	15.781	0.039	-0.09	0.064
Si	7.997	5.758	16.562	-0.013	-0.023	0.058
Si	7.718	7.751	15.44	-0.015	0.086	-0.036
Si	7.787	11.485	15.658	0.02	0.024	0.005
Si	11.528	15.416	15.441	-0.06	-0.105	-0.028
Si	11.36	3.899	15.585	0.004	0.045	0.039
Si	10.835	9.537	16.913	-0.209	0.022	-0.551
Si	11.477	11.442	15.623	-0.001	-0.038	0.033
Si	14.323	1.945	17.036	0.015	0.019	-0.047
Si	15.304	7.584	15.66	-0.018	0.02	-0.012
Si	15.397	9.482	17.007	0.533	-0.079	-0.303
Si	15.674	12.987	17.277	-0.06	-0.541	-0.35
Si	3.694	3.847	15.632	0.036	0.051	-0.014
Si	3.957	5.727	16.946	-0.013	-0.018	-0.108
Si	3.879	7.62	15.59	-0.036	-0.022	-0.057
Si	3.493	13.071	17.363	0.107	-0.615	-0.367
Si	7.98	2.131	17.116	-0.052	-0.005	-0.029
Si	7.686	3.775	15.423	-0.053	0.009	-0.034
Si	8.383	9.516	16.88	0.212	0.061	-0.601
Si	8.119	13.454	16.918	-0.319	0.081	-0.817
Si	10.124	2.125	18.331	0.011	-0.412	-0.291
Si	10.413	5.793	16.775	0.012	-0.151	-0.698
Si	11.312	7.651	15.58	0.028	-0.031	0.102
Si	11.863	13.519	19.656	0.023	0.036	-0.124
Si	14.803	13.754	19.987	-0.01	-0.035	-0.138
Si	13.896	5.927	18.9	0.242	-0.123	-0.509
Si	6.372	9.629	19.172	-0.02	-0.054	-0.154
Si	15.176	16.789	19.186	-0.344	0.088	-0.546
Si	2.865	16.98	19.107	0.336	0.167	-0.554
Si	17.424	6.08	18.334	0.095	-0.2	-0.572
Si	3.955	9.409	17.057	-0.426	0.094	-0.327
Si	4.109	14.313	19.912	0.002	0.043	-0.11
Si	6.067	2.905	18.349	0.042	0.04	-0.005
Si	6.097	5.312	17.911	0.161	-0.32	-0.432
Si	5.204	8.618	21.742	-0.073	0.106	-0.147
Si	6.915	14.863	20.806	-0.024	0.008	-0.068
Si	11.885	1.922	16.766	0.028	0.068	0.089
Si	11.184	4.894	19.47	-0.007	-0.049	-0.055
Si	13.001	8.946	18.93	-0.031	0.047	-0.102
Si	11.258	13.485	16.737	0.189	-0.028	-0.807
Si	9.944	12.139	28.082	-0.03	-0.001	-0.007
Si	12.175	12.131	26.085	-0.02	0.014	0.06
Si	16.512	13.888	24.484	-0.015	-0.051	-0.055
Si	15.849	11.98	22.297	-0.038	-0.084	-0.11
Si	7.957	4.787	22.473	0.122	0	0.024
Si	16.147	5.336	20.903	0.018	0.029	-0.216
Si	3.855	14.253	22.899	0.044	-0.041	-0.026
Si	5.078	2.984	20.56	0.322	-0.184	-0.564
Si	5.761	5.892	20.748	0.036	0.11	0.022
Si	5.142	9.418	24.696	-0.054	-0.179	0.005
Si	6.705	5.047	25.161	-0.092	0.048	0.09
Si	15.781	16.802	24.356	-0.027	0.009	0.02
Si	10.719	6.024	22.46	0.013	-0.077	-0.18
Si	10.169	11.415	20.936	-0.08	0.03	0.048
Si	9.743	15.883	19.969	0.079	0.24	-0.542
Si	8.19	13.169	25.779	0.175	-0.044	0.011
Si	10.18	11.581	23.916	0.013	-0.005	-0.013
Si	16.304	15.233	30.98	0.323	0.278	0.65
Si	14.757	2.777	21.818	-0.126	0.048	-0.049
Si	10.941	9.208	22.624	-0.049	-0.052	-0.013
Si	7.981	2.762	26.784	-0.028	0.022	-0.076
Si	13.824	9.511	21.977	0.082	-0.021	-0.097
Si	17.907	18.036	26.041	-0.1	-0.056	0.082
Si	5.256	12.498	25.015	-0.049	0.099	-0.049
Si	12.216	3.774	23.481	0.122	-0.037	0.017
Si	16.602	8.756	27.937	-0.068	0.028	0.1
Si	18.171	13.077	26.921	0.027	0.095	-0.022
Si	9.647	4.47	28.489	0.068	0.035	0.048
Si	9.597	17.612	22.526	-0.036	0.12	0.022
Si	5.435	16.838	25.987	0.026	-0.105	-0.159
Si	5.714	16.506	22.92	-0.062	0.006	-0.01
Si	13.445	17.918	26.032	-0.167	0.003	0.04
Si	7.447	12.317	19.702	0.105	-0.024	-0.094
Si	11.883	15.225	26.426	0.031	-0.062	0.006
Si	9.323	15.97	25.101	0.119	0.001	0.01
Si	3.72	5.339	26.133	0.034	0.007	0.055
Si	13.899	10.21	27.616	-0.05	-0.036	0.131
Si	16.202	7.793	22.572	-0.042	0.017	-0.012
Si	17.814	10.004	21.14	0.043	0.116	-0.091
Si	12.355	7.593	28.14	0.074	-0.043	0.119
Si	18.24	10.924	28.888	0.115	0.008	0.096
Si	17.547	17.211	28.927	-0.074	0.021	0.086
Si	9.341	7.414	28.105	-0.006	-0.023	0.092
Si	11.029	14.657	29.249	0.097	0.129	0.143
Si	6.871	7.666	26.608	-0.038	-0.083	0.011
Si	5.055	6.056	28.682	0.004	0.013	0.088
Si	17.876	7.974	25.216	0.025	-0.002	0.09
Si	12.653	4.545	28.165	-0.02	0.014	0.12
Si	15.38	13.482	0.655	-0.015	0.001	0.007
Si	15.373	1.936	0.644	-0.019	0.001	0.007
Si	15.373	5.776	0.64	-0.012	-0.001	0.007
Si	15.375	9.617	0.639	-0.017	-0.003	0.003
Si	3.777	13.464	0.64	0.025	-0.001	0.012
Si	3.769	1.938	0.65	0.015	-0.002	0.012
Si	3.768	5.771	0.636	0.024	-0.001	0.006
Si	3.768	9.613	0.642	0.018	0.001	0.007
Si	7.686	13.472	0.663	-0.035	-0.001	0.016
Si	7.686	1.945	0.663	-0.031	-0.006	0.013
Si	7.682	5.774	0.658	-0.014	-0.004	0.006
Si	7.683	9.605	0.658	-0.014	0.009	0.011
Si	11.464	13.47	0.654	0.013	-0.013	0.008
Si	11.463	1.936	0.655	0.023	0.004	0.01
Si	11.463	5.776	0.648	0.026	0.002	0.012
Si	11.462	9.616	0.65	0.024	0.003	0.01
Si	1.888	13.47	2.036	-0.002	0.005	0.004
Si	1.877	1.934	2.036	0	0.002	0.004
Si	1.878	5.774	2.031	0.001	-0.006	0.003
Si	1.878	9.617	2.031	0.002	-0.004	0
Si	5.725	13.47	1.982	0.003	0.008	-0.008
Si	5.724	1.932	1.984	0.004	-0.004	-0.009
Si	5.72	5.774	1.98	0.001	0.002	-0.013
Si	5.721	9.617	1.98	0.003	0.001	-0.015
Si	9.577	13.468	2.052	-0.003	-0.003	0.003
Si	9.576	1.936	2.052	0	0.008	0.009
Si	9.575	5.776	2.049	-0.004	-0.002	0.011
Si	9.574	9.615	2.047	-0.004	-0.002	0.002
Si	13.422	13.47	1.983	0.003	0.004	-0.018
Si	13.421	1.934	1.982	0.001	-0.003	-0.014
Si	13.421	5.775	1.98	-0.002	-0.002	-0.013
Si	13.422	9.619	1.977	-0.005	-0.008	-0.017
Si	1.883	15.394	3.384	0.008	0.002	0.001
Si	1.877	3.854	3.389	-0.007	-0.006	0.003
Si	1.88	7.698	3.386	0.004	0.005	0.002
Si	1.881	11.542	3.382	-0.007	-0.001	-0.002
Si	5.722	15.393	3.352	-0.01	-0.003	0.002
Si	5.721	3.852	3.356	-0.005	0	-0.003
Si	5.72	7.697	3.352	-0.002	0	-0.004
Si	5.723	11.544	3.349	-0.003	0.002	-0.002
Si	9.574	15.394	3.4	-0.006	0.002	0.005
Si	9.575	3.854	3.407	0.006	-0.005	0.009
Si	9.574	7.698	3.405	0.01	0.005	0.008
Si	9.573	11.541	3.4	-0.001	-0.004	0.007
Si	13.423	15.394	3.351	0	0.004	-0.004
Si	13.422	3.853	3.356	0.005	-0.002	0.001
Si	13.424	7.7	3.351	0.006	0.006	-0.001
Si	13.424	11.543	3.35	0.004	-0.002	-0.003
Si	15.341	15.39	4.728	0.014	-0.008	-0.005
Si	15.337	3.85	4.736	0.015	0.002	0.004
Si	15.339	7.702	4.733	0.008	-0.005	0.004
Si	15.341	11.542	4.729	0.011	0.005	-0.003
Si	3.808	15.392	4.732	-0.016	0.003	0.003
Si	3.805	3.849	4.736	-0.01	0.003	0.003
Si	3.808	7.701	4.733	-0.007	-0.002	-0.001
Si	3.808	11.545	4.73	-0.011	0	-0.002
Si	7.634	15.39	4.734	0.007	0	0.001
Si	7.633	3.85	4.74	0.011	0.002	0
Si	7.631	7.702	4.737	-0.001	-0.002	0
Si	7.633	11.543	4.735	0.003	0.003	0.002
Si	11.513	15.39	4.735	-0.004	-0.002	-0.003
Si	11.512	3.85	4.744	-0.006	0.003	0.005
Si	11.514	7.704	4.737	-0.003	-0.006	0.004
Si	11.512	11.542	4.735	-0.011	0.001	-0.002
Si	15.351	13.465	6.089	-0.014	-0.001	-0.011
Si	15.349	1.921	6.095	-0.015	-0.001	-0.002
Si	15.346	5.777	6.09	-0.011	-0.003	0.004
Si	15.35	9.625	6.099	-0.007	0.009	0.002
Si	3.795	13.468	6.094	0.012	0.001	-0.003
Si	3.797	1.922	6.098	0.013	-0.005	0.001
Si	3.798	5.777	6.091	0.012	0.003	-0.001
Si	3.805	9.625	6.096	0.007	-0.002	-0.004
Si	7.636	13.467	6.097	-0.01	0.001	0.003
Si	7.634	1.921	6.1	-0.011	-0.002	0.004
Si	7.632	5.777	6.095	-0.008	0.002	0
Si	7.629	9.625	6.104	-0.006	-0.006	0.005
Si	11.511	13.465	6.096	0.012	0.001	0
Si	11.51	1.92	6.102	0.009	-0.003	0.003
Si	11.509	5.78	6.095	0.009	0.005	0.005
Si	11.511	9.626	6.105	0.011	0.003	0.005
Si	1.877	13.467	7.469	-0.021	-0.002	-0.009
Si	1.878	1.917	7.471	0.004	0	0
Si	1.879	5.78	7.459	0.011	0.005	-0.002
Si	1.889	9.628	7.467	0.013	-0.004	-0.003
Si	5.709	13.467	7.458	-0.012	0.001	0.002
Si	5.709	1.915	7.465	-0.003	0.005	0.005
Si	5.709	5.775	7.458	-0.002	-0.005	0
Si	5.708	9.628	7.478	-0.017	0.003	0.002
Si	9.575	13.467	7.443	0.004	-0.004	0.001
Si	9.571	1.914	7.446	0.006	0.005	0.006
Si	9.57	5.786	7.435	0.004	-0.002	-0.004
Si	9.568	9.628	7.445	-0.008	-0.001	0
Si	13.44	13.459	7.454	0.01	0.004	-0.009
Si	13.437	1.912	7.464	0.013	-0.002	0.01
Si	13.433	5.777	7.454	0.004	0.002	0.003
Si	13.437	9.632	7.47	0.001	-0.005	0.009
Si	1.875	15.381	8.85	0.009	-0.005	0.004
Si	1.878	3.853	8.818	-0.006	0.005	-0.003
Si	1.886	7.703	8.83	-0.009	0	-0.005
Si	1.89	11.548	8.842	0.003	0.002	0.008
Si	5.698	15.377	8.83	-0.004	0.006	-0.003
Si	5.694	3.846	8.808	0.008	0.002	-0.009
Si	5.701	7.693	8.824	0.005	-0.018	0
Si	5.698	11.562	8.836	0.006	0	0.003
Si	9.573	15.378	8.819	-0.004	0.011	0.003
Si	9.57	3.854	8.777	-0.006	0.007	-0.011
Si	9.565	7.707	8.804	0.001	-0.003	-0.004
Si	9.572	11.55	8.81	0.001	-0.009	0.005
Si	13.452	15.368	8.821	-0.003	-0.011	-0.003
Si	13.439	3.848	8.802	-0.007	-0.005	-0.005
Si	13.443	7.7	8.813	0	-0.006	0.001
Si	13.454	11.556	8.837	-0.005	0.025	0.002
Si	15.349	15.368	10.232	-0.017	0	-0.005
Si	15.349	3.857	10.184	0.007	0.006	0.005
Si	15.356	7.703	10.197	0.016	0.005	0
Si	15.374	11.536	10.229	-0.011	-0.005	-0.003
Si	3.79	15.372	10.229	-0.012	0.008	-0.007
Si	3.784	3.845	10.199	0.012	-0.009	0.01
Si	3.794	7.685	10.216	-0.007	0.007	0.001
Si	3.792	11.576	10.24	-0.01	0.001	-0.005
Si	7.628	15.371	10.167	0.019	-0.002	-0.005
Si	7.636	3.85	10.118	0.019	0.001	-0.013
Si	7.63	7.703	10.16	-0.005	0.009	-0.002
Si	7.635	11.57	10.163	0.006	-0.003	-0.008
Si	11.524	15.364	10.155	-0.004	-0.01	-0.007
Si	11.499	3.846	10.123	-0.015	0.003	-0.01
Si	11.508	7.704	10.14	-0.002	0.009	-0.003
Si	11.51	11.551	10.158	-0.009	0.001	-0.005
O	16.938	7.888	31.512	0.084	0.074	-0.19
O	7.362	4.148	31.173	-0.03	0.374	0.205
O	4.805	4.033	31.546	-0.287	-0.082	-0.494
O	6.989	7.358	31.144	-0.034	-0.469	0.299
O	4.871	11.743	31.619	0.247	0.128	-0.312
O	6.89	11.579	29.988	0.004	0.318	-0.438
O	4.826	15.699	31.582	-0.292	0.005	-0.246
O	7.383	15.538	31.076	-0.076	-0.672	0.284
O	9.044	12.008	31.552	0.032	0.375	-0.306
O	15.056	3.521	31.088	0.293	0.005	0.096
O	14.54	6.885	31.052	0.066	-0.541	0.414
O	12.488	11.569	31.449	-0.381	0.098	-0.498
O	14.995	11.839	30.932	-0.23	0.135	-0.121
O	14.703	15.328	31.239	-0.108	-0.044	0.301
O	14.999	14.335	16.701	-0.439	-0.041	0.178
O	4.136	14.391	16.699	0.227	-0.15	0.234
O	16.687	1.995	19.123	-0.007	0.322	0.109
O	14.07	9.657	17.956	-0.07	0.219	-0.081
O	15.027	12.724	18.747	-0.105	-0.6	0.115
O	17.269	13.216	17.478	0.069	0.191	0.207
O	17.56	10.24	19.554	0.025	0.324	0.109
O	5.534	15.118	19.972	0.166	0.483	-0.426
O	4.096	13.061	18.878	0.233	-0.426	0.44
O	5.126	9.251	18.217	0.107	-0.39	-0.018
O	7.742	9.279	18.382	0.303	-0.412	0.339
O	7.428	13.25	18.376	-0.579	0.372	0.151
O	9.713	13.563	17.278	0.103	0.182	0.159
O	12.779	4.753	19.151	0.31	-0.537	-0.006
O	10.62	5.954	18.393	-0.101	0.568	0.265
O	11.533	9.413	18.412	-0.368	0.171	0.473
O	6.316	11.213	19.463	-0.464	0.306	0.045
O	12.191	13.535	18.07	0.478	0.093	0.079
O	15.624	13.198	21.257	0.443	0.45	0.042
O	17.469	3.115	29.905	0.451	0.034	-0.16
O	16.649	5.522	30.336	0.308	0.046	-0.465
O	17.983	9.382	28.508	0.455	-0.401	-0.036
O	17.463	11.181	30.266	0.097	-0.549	0.262
O	4.019	12.615	26.02	-0.003	-0.357	0.173
O	16.762	13.706	30.666	0.114	-0.066	-0.445
O	16.612	16.097	29.636	-0.344	-0.027	-0.444
O	19.046	16.619	28.76	0.326	0.412	-0.138
O	17.124	17.593	27.404	-0.374	0.143	-0.074
O	3.798	5.735	27.712	-0.619	0.184	0.12
O	5.691	2.41	21.955	0.094	0.434	0.124
O	4.42	11.279	29.059	0.112	0.324	-0.318
O	5.437	9.397	30.493	-0.149	-0.127	-0.428
O	5.609	15.052	29.191	0.191	-0.385	-0.353
O	9.739	4.611	30.097	0.345	0.54	0.202
O	5.19	4.814	25.677	0.118	-0.483	0.06
O	9.196	7.652	29.692	0.142	0.097	-0.003
O	8.242	9.634	31.046	-0.118	0.12	0.449
O	9.086	17.563	30.826	-0.054	-0.149	-0.402
O	9.762	15.217	30.038	-0.285	-0.017	-0.338
O	12.405	7.761	29.754	-0.258	0.054	0.186
O	12.986	4.419	29.744	-0.036	0.485	0.035
O	6.617	12.875	25.778	-0.228	0.149	0.29
O	13.219	8.749	27.429	0.177	-0.336	-0.5
O	13.021	17.34	30.652	-0.106	0.043	-0.385
O	12.413	14.869	30.045	0.122	-0.25	-0.337
O	10.993	11.517	27.028	-0.082	-0.595	-0.042
O	14.345	17.458	20.418	-0.526	0.166	-0.026
O	13.112	7.34	18.794	-0.415	-0.245	0.045
O	14.809	5.963	20.238	-0.096	0.172	0.273
O	3.966	9.628	21.46	0.147	0.412	-0.023
O	13.346	9.353	20.442	-0.234	0.354	0.155
O	15.316	15.209	19.515	0.45	-0.185	-0.077
O	17.295	11.281	21.997	0.385	0.225	0.396
O	3.596	2.363	20.336	-0.427	0.023	0.59
O	16.49	6.266	22.169	0.181	-0.231	0.512
O	17.372	7.662	18.786	0.086	-0.015	0.581
O	3.001	15.382	19.409	-0.235	-0.212	0.033
O	3.791	13.715	21.377	-0.191	-0.339	0.036
O	5.966	6.328	19.207	0.141	0.549	0.062
O	7.092	13.265	20.959	-0.265	-0.174	0.783
O	8.16	15.495	19.996	-0.333	0.016	-0.089
O	10.068	16.673	21.326	0.463	-0.131	0.226
O	10.422	3.482	19.251	-0.117	-0.009	0.19
O	8.58	3.303	28.176	-0.224	-0.212	0.395
O	12.495	13.714	26.356	0.36	0.138	0.262
O	9.249	5.605	22.985	-0.206	0.31	0.456
O	10.414	9.839	21.218	-0.027	-0.387	-0.389
O	11.413	12.046	20.127	0.159	-0.219	-0.266
O	15.579	15.208	24.541	-0.439	-0.293	0.251
O	17.274	17.274	24.765	0.385	-0.182	-0.365
O	14.641	8.214	22.505	-0.43	-0.371	0.218
O	15.879	3.875	21.49	0.312	-0.257	0.281
O	10.808	13.085	29.052	0.114	-0.34	0.604
O	14.702	10.855	22.141	-0.144	0.066	-0.086
O	9.108	5.838	27.834	-0.442	0.007	-0.149
O	6.042	16.806	24.482	0.479	-0.002	-0.055
O	4.856	4.565	20.841	-0.558	0.049	0.1
O	18.741	6.613	25.222	0.331	-0.017	-0.175
O	8.454	3.289	22.083	-0.292	-0.116	-0.215
O	11.08	15.382	27.815	-0.398	0.35	-0.007
O	6.79	4.77	23.583	-0.336	-0.288	-0.09
O	9.032	16.655	23.683	-0.177	-0.378	-0.127
O	5.381	10.985	24.513	0.327	0.04	-0.336
O	7.767	4.022	25.808	0.467	0.123	-0.285
O	8.357	14.705	25.319	-0.55	0.097	-0.01
O	12.487	9.615	22.864	0.074	0.259	0.626
O	17.804	14.169	23.574	-0.034	-0.033	-0.002
O	10.063	12.145	22.391	0.106	0.422	-0.134
O	8.95	12.161	24.769	-0.251	-0.29	-0.066
O	4.082	17.681	26.04	0.008	0.171	-0.081
O	6.545	17.453	26.983	-0.137	0.139	0.53
O	15.491	9.914	27.674	0.153	0.514	0.02
O	8.863	11.613	20.01	0.09	-0.051	-0.115
O	6.81	15.49	22.289	0.48	-0.364	0.366
O	15.435	17.094	22.812	0.142	-0.439	-0.191
O	14.003	9.423	31.063	0.297	0.172	0.363
O	17.6	11.819	27.724	-0.358	-0.05	-0.385
O	10.855	15.457	25.197	0.254	-0.132	-0.555
O	3.564	9.17	25.013	-0.035	0.289	-0.212
O	5.02	15.419	26.652	-0.134	-0.651	-0.356
O	11.109	4.13	27.901	-0.082	-0.238	-0.437
O	6.006	17.555	30.089	-0.094	-0.003	-0.249
O	16.797	8.034	24.034	-0.317	0.093	0.1
O	16.936	8.719	21.498	0.08	-0.272	-0.224
O	7.277	5.559	21.232	0.315	0.012	-0.186
O	12.963	16.419	26.397	0.325	-0.263	0.026
O	16.995	8.037	26.561	-0.299	-0.344	-0.108
O	10.802	7.62	22.562	-0.285	0.056	-0.118
O	4.259	15.816	22.872	-0.543	0.289	0.182
O	10.832	7.808	27.658	0.027	0.32	-0.273
O	16.02	7.706	29.018	-0.416	-0.311	-0.377
O	10.899	3.005	23.009	0.046	-0.077	-0.147
O	7.162	6.56	25.469	0.259	0.122	-0.309
O	8.259	8.233	27.225	0.03	0.563	0.001
O	6.354	8.945	20.641	0.27	0.085	0.117
O	8.809	12.961	27.264	-0.193	0.437	0.126
O	6.096	6.958	27.838	0.226	0.293	0.364
O	17.299	5.263	19.755	0.468	-0.229	0.278
O	12.484	3.313	24.998	-0.429	0.378	0.097
O	10.112	9.948	23.816	-0.388	-0.242	0.498
O	9.053	17.097	26.218	0.255	-0.056	0.141
O	13.409	10.918	29.002	-0.11	0.501	-0.208
O	4.971	13.441	23.735	0.307	0.077	-0.08
O	10.922	5.482	20.944	-0.151	0.153	0.122
O	6.02	8.855	25.935	0.016	0.086	0.349
O	15.786	12.607	23.799	-0.189	-0.178	0.21
O	16.965	13.618	26.005	-0.264	0.173	0.508
O	13.485	11.219	26.407	0.454	0.057	-0.455
O	5.622	8.752	23.296	0.355	-0.309	0.168
O	12.879	6.102	27.749	0.22	0.087	-0.192
O	18.666	14.145	28.032	-0.079	0.092	0.397
O	11.875	5.358	23.385	0.329	0.371	0.39
O	5.715	4.648	29.154	0.038	-0.32	-0.28
O	13.567	3.501	27.327	0.287	-0.105	0.308
O	4.927	7.035	21.526	-0.547	-0.342	0.066
O	14.865	17.71	25.321	0.177	0.424	0.19
O	13.243	13.885	20.399	-0.224	0.321	0.307
O	4.639	6.913	29.994	-0.48	-0.048	-0.013
O	11.607	12.016	24.571	0.391	0.187	-0.508
O	17.919	4.262	25.917	-0.529	0.306	0.063
O	10.67	14.556	19.978	-0.018	-0.155	0.136
O	9.266	11.031	29.04	0.01	-0.442	-0.118
O	13.457	3.427	22.512	-0.132	0.171	-0.003

Results
total energy: -108207.676 eV
total energy less fixed offsets of O -438.35, Si -107.03 eV per atom: 0.314 eV
